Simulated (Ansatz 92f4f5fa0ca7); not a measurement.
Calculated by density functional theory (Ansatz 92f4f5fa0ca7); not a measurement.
Periodic cell of 226 atoms, Si134O92, from a study of silicon, its oxide and their interface. The atomic structure is a simulated model.

Settings: functional PBE; potential files Ansatz PAW; basis plane waves; wave-function cutoff 700 eV; density cutoff ratio 5; exchange-correlation grid ratio 1; k mesh 2 x 2 x 1, shifted by 0.5 0.5 0.5 of a step; self-consistency stop 5e-08 eV per atom in the density residual; occupations fixed; spin none; net charge 0.

Cell vectors (angstrom)
a 10.938 0 0
b 0 10.938 0
c 0 0 31.9494

Atoms: element, x, y, z (angstrom)
Si 10.6287 0.0059 24.417
Si 5.078 0.1307 24.6603
Si 2.8247 2.2997 24.5288
Si 8.5705 2.44 24.562
Si 10.7091 5.5933 24.331
Si 5.1598 5.6179 24.4486
Si 2.9897 7.9573 24.4043
Si 8.4191 7.836 24.4157
Si 1.2954 1.1375 25.8375
Si 6.8167 1.3313 25.7406
Si 3.9888 4.015 25.7321
Si 9.6875 4.0294 25.8479
Si 1.3398 6.7966 25.6685
Si 6.807 6.7254 25.7499
Si 4.0033 9.473 25.9524
Si 9.4844 9.4459 25.8001
Si 2.6391 -0.1279 27.2864
Si 8.1411 -0.0647 27.1465
Si 0.0774 2.6607 27.2058
Si 5.4533 2.7238 27.114
Si 2.6686 5.4186 27.1101
Si 8.192 5.3716 27.1366
Si 0.0105 8.1536 27.1297
Si 5.5128 8.1455 27.1778
Si 4.0874 1.3309 28.5002
Si 9.5431 1.3284 28.5028
Si 1.3873 4.0681 28.564
Si 6.8117 4.0609 28.5289
Si 4.086 6.7814 28.4877
Si 9.5574 6.7842 28.4864
Si 1.2964 9.4822 28.6196
Si 6.8258 9.535 28.564
Si -0.0284 -0.0037 29.9135
Si 5.4633 -0.0049 29.8969
Si 2.7643 2.7141 29.9042
Si 8.2009 2.7178 29.8881
Si -0.0021 5.4555 29.8915
Si 5.4638 5.4559 29.8889
Si 2.7527 8.1621 29.9049
Si 8.2257 8.1785 29.8909
Si 1.3673 1.3673 31.2657
Si 6.8362 1.3673 31.2657
Si 4.1018 4.1018 31.2657
Si 9.5708 4.1018 31.2657
Si 1.3673 6.8362 31.2657
Si 6.8362 6.8362 31.2657
Si 4.1018 9.5708 31.2657
Si 9.5708 9.5708 31.2657
Si 2.7345 0 0.6835
Si 8.2035 0 0.6835
Si 0 2.7345 0.6835
Si 5.469 2.7345 0.6835
Si 2.7345 5.469 0.6835
Si 8.2035 5.469 0.6835
Si 0 8.2035 0.6835
Si 5.469 8.2035 0.6835
Si 4.0968 1.3785 2.062
Si 9.5929 1.3513 2.044
Si 1.3516 4.1364 2.0549
Si 6.8262 4.1335 2.0445
Si 4.0889 6.8475 2.0439
Si 9.5731 6.8396 2.0632
Si 1.3597 9.6013 2.0557
Si 6.8272 9.6115 2.0472
Si 0.029 0.0355 3.4716
Si 5.483 0.0401 3.45
Si 2.7162 2.7716 3.4008
Si 8.2526 2.7811 3.3418
Si 0.0272 5.5182 3.4724
Si 5.473 5.5254 3.4254
Si 2.7356 8.2412 3.3969
Si 8.2414 8.2865 3.3844
Si 1.3763 1.4571 4.8418
Si 6.9083 1.4763 4.7261
Si 4.0597 4.1548 4.7545
Si 9.598 4.0827 4.7774
Si 1.3657 6.9747 4.8404
Si 6.8393 6.989 4.7267
Si 4.0937 9.5758 4.7864
Si 9.6202 9.5791 4.8386
Si 2.757 0.0372 6.1336
Si 8.2936 0.1225 6.0882
Si 0.0156 2.8006 6.3013
Si 5.5113 2.8386 6.0663
Si 2.7529 5.5927 6.1344
Si 8.2527 5.5991 5.954
Si 0.0468 8.3072 6.3688
Si 5.4985 8.303 6.217
Si 4.422 1.1829 7.3228
Si 9.8101 1.1529 7.6179
Si 1.1772 4.5045 7.4994
Si 6.6397 4.5438 7.2413
Si 4.3234 6.7065 7.5341
Si 9.7279 6.6139 7.4979
Si 1.2793 9.9441 7.6956
Si 6.7192 9.9673 7.4047
O 9.587 1.2439 23.9789
O 4.108 6.8078 23.9428
O 4.014 1.2454 24.0268
O 9.5392 6.7078 23.8919
O -0.0275 5.5457 8.0117
O 5.5698 0.1275 7.9057
O 0.0717 0.0933 8.1416
O 5.5337 5.6143 7.8756
O 7.5979 3.9582 8.4288
O 8.7254 7.0484 8.7585
O 2.1818 9.4614 9.0318
O 8.8943 1.68 8.9208
O 7.6183 9.4742 8.7014
O 3.6057 1.8213 8.5944
O 3.5843 7.2263 8.9393
O 2.0659 4.0114 8.8103
O 8.1394 3.4914 23.3572
O 0.4498 4.9364 22.9479
O 1.9048 2.749 23.2402
O 5.8314 4.9116 23.1142
O 5.5247 9.996 23.4976
O 2.4467 8.6936 23.0197
O 0.1926 10.0711 23.0838
O 7.785 8.5764 23.0728
Si 8.6612 7.6988 18.438
Si 8.788 6.3614 13.6317
Si 3.7965 1.5428 14.7351
Si 2.1394 5.75 17.626
Si 2.4167 3.1442 19.4874
Si 9.8155 9.0337 12.0778
Si 1.3329 9.4229 22.0756
Si 9.1751 0.9676 13.195
Si 1.4228 5.0574 13.0263
Si 1.7956 8.2568 12.8127
Si 6.6512 9.5563 22.4237
Si 4.5298 4.6039 15.7079
Si 8.2107 3.0212 9.5826
Si 0.843 8.2474 19.2608
Si 6.9529 1.3512 21.0875
Si 8.2274 8.3162 9.6716
Si 10.891 5.2074 15.6069
Si 7.5725 9.5016 16.3159
Si 9.9336 2.0585 20.2951
Si 3.2182 8.5147 9.9109
Si 6.698 3.3487 17.4065
Si 1.1681 0.2104 19.8001
Si 3.237 2.8196 12.2989
Si 7.2205 5.3945 19.6821
Si 5.7494 8.6728 11.5449
Si 5.7879 6.0762 13.2
Si 4.6365 9.706 17.621
Si 1.0227 3.6013 22.1711
Si 4.8995 1.4847 18.7977
Si 3.1961 3.0833 9.5173
Si 6.4538 10.8237 13.7904
Si 10.3527 0.1195 15.9694
Si 5.6638 3.6594 11.1554
Si 9.8431 3.9016 11.9035
Si 2.3457 9.9252 15.5427
Si 6.0784 8.1228 19.7973
Si 6.9357 3.974 22.3723
Si 9.7573 2.7794 17.3639
O 7.1979 6.3807 13.9742
O 1.8844 7.0592 18.677
O 10.2916 4.0401 16.5266
O 6.1695 9.9606 17.052
O 10.15 0.7047 14.4659
O 8.448 6.1166 18.8542
O 5.1736 0.6896 14.4328
O 5.7202 2.0558 17.5182
O 8.349 1.9434 20.547
O 1.9932 4.2995 18.3982
O 6.9671 2.8051 10.642
O 4.8729 2.7115 12.2214
O 6.0328 4.3954 16.3448
O 4.5643 3.9191 9.939
O 10.6917 2.774 21.5532
O 9.7249 6.1635 14.9677
O 6.0101 6.4868 19.8365
O 4.0844 0.1712 18.2773
O 9.2587 10.556 12.2717
O 2.8555 4.3629 12.7067
O 1.9141 10.7048 21.2072
O 3.9948 2.7227 19.3795
O 0.7324 10.044 15.96
O 1.2779 9.8044 18.833
O 1.7134 1.665 19.2691
O 8.9435 10.3926 16.4976
O 4.8761 8.5822 18.7879
O 9.5747 8.7547 10.4854
O 6.7493 4.0862 18.8551
O 2.8431 1.7239 13.4085
O 5.8294 8.7728 21.2611
O 2.5437 2.4501 10.8768
O 7.6192 4.8516 21.1703
O 5.2119 7.4828 12.5563
O 0.4333 9.0707 12.4971
O 7.5836 1.0619 13.5757
O 7.1129 9.6379 14.744
O 8.9799 5.0333 12.6969
O 8.0958 8.0386 16.9093
O 6.2149 2.5761 21.8952
O 2.4598 9.0704 14.1064
O 0.4264 4.4925 11.8625
O 0.8154 8.3187 20.9325
O 9.3886 3.8342 10.3476
O 9.6587 2.3883 12.5306
O 7.6234 8.563 19.3906
O 2.5533 8.1715 11.3644
O 3.9803 3.0617 15.3771
O 0.8347 4.4905 14.4375
O 10.0541 2.9997 18.9558
O 9.1465 7.8069 12.9449
O 10.5151 0.5376 20.0743
O 6.0326 5.0463 11.9337
O 8.157 2.7462 17.0114
O 3.5383 5.4834 16.7277
O 4.6686 9.1345 10.3863
O 1.5319 6.6784 13.1802
O 4.7625 5.4934 14.3433
O 2.0471 3.8562 20.9167
O 10.5531 1.4137 16.9463
O 0.9505 6.0747 16.5516
O 7.3383 10.9523 21.9314
O 5.9334 0.9124 19.913
O 6.0697 10.0323 12.4055
O 2.8493 0.5476 15.6022
O 7.0545 8.0165 10.7789
O 10.2466 8.0167 18.6864
O 3.449 9.1985 16.5737

Results
free energy: -137526.859 eV
free energy less fixed offsets of O -569.03, Si -635.61 eV per atom: -4.359 eV

Forces (eV/angstrom), in the order of the atoms: element, x, y, z
Si 0.0007 0.008 -0.028
Si -0.0234 -0.0138 -0.0139
Si 0.0062 -0.0106 -0.0282
Si 0.0178 0.0151 -0.007
Si -0.0174 -0.0234 -0.018
Si 0.006 0.0031 -0.0271
Si 0.0222 0.0156 -0.0159
Si 0.0039 -0.0008 -0.0421
Si -0.0204 -0.0063 -0.0081
Si 0.0068 -0.0118 0.0004
Si 0.0095 -0.0012 -0.0089
Si 0.0154 0.0208 -0.008
Si 0.0104 -0.0096 0.0169
Si 0.0065 0.02 0.0247
Si -0.0282 -0.0058 -0.0267
Si 0.0188 0.0047 0.004
Si -0.0025 0.0175 0.0013
Si -0.0034 0 -0.0021
Si -0.0097 0.0059 -0.0041
Si 0.0082 -0.0017 -0.0026
Si 0.0013 -0.0027 0.0037
Si 0.0047 0.0214 -0.0161
Si 0.0129 -0.0077 -0.0032
Si 0.002 -0.0126 -0.0154
Si 0.0018 0.0141 -0.0229
Si -0.0077 -0.0107 -0.015
Si 0.0022 -0.0038 -0.0181
Si -0.0131 -0.0084 -0.0152
Si -0.0127 -0.0093 -0.0124
Si 0.0003 0.0033 -0.0062
Si -0.0191 -0.0154 -0.0065
Si -0.0033 -0.0014 -0.0122
Si -0.0102 0.0007 -0.0054
Si -0.0025 0.0033 0.0012
Si 0.0118 0.0007 0.0003
Si 0.0074 -0.0134 0.0058
Si -0.0047 0.0077 -0.0028
Si -0.0041 0.0021 0.0059
Si 0.0073 -0.0151 -0.0047
Si 0.0122 -0.0025 -0.0013
Si 0.0648 0.0192 -0.0601
Si 0.044 -0.023 -0.0128
Si 0.0776 -0.0759 0.0754
Si -0.0799 -0.1141 -0.0699
Si 0.0295 -0.1652 0.0395
Si 0.0387 -0.0379 -0.1094
Si -0.0226 -0.0598 -0.0241
Si -0.1655 -0.1288 0.1379
Si -0.0058 0.0508 0.0056
Si -0.0275 0.0469 -0.1142
Si 0.0513 0.0869 0.0154
Si -0.0169 0.0954 0.0738
Si -0.0694 -0.0084 -0.0657
Si -0.0061 0.1059 -0.0343
Si 0.0257 0.0897 0.0992
Si 0.0412 0.1252 0.0529
Si 0.0042 -0.0058 0.0018
Si -0.0012 -0.0055 -0.0003
Si -0.0032 0.0104 -0.0015
Si -0.0071 0.0098 0.0055
Si -0.0012 -0.0114 -0.0006
Si 0.0046 -0.0058 0.0003
Si -0.0071 0.0114 -0.0047
Si 0.0002 0.0114 0.0004
Si 0.0096 0.002 0.0092
Si 0.0079 -0.0016 0.0182
Si -0.0002 0.0028 0.0156
Si 0.0077 0.0041 0.004
Si 0.0129 0.0024 0.0115
Si 0.0033 0.0091 0.0149
Si 0.0004 0.0015 0.0148
Si 0.0071 0.0092 0.0142
Si -0.0184 0.0042 0.0037
Si 0.0041 -0.0043 0.0139
Si -0.0033 0.0055 0.0092
Si 0.0149 -0.0168 0.0116
Si -0.0081 0.0042 0.0003
Si -0.0179 0.0068 0.0047
Si 0.0017 -0.0041 0.0007
Si 0.0124 -0.0069 -0.0012
Si 0.0032 -0.0092 0.0148
Si 0.0034 0.0069 0.0167
Si -0.0094 -0.0117 -0.0272
Si -0.0013 -0.0042 -0.0025
Si 0.0043 0.0011 0.0168
Si -0.0041 0.0061 0.0231
Si -0.0027 -0.0129 -0.0219
Si -0.006 -0.0042 -0.0088
Si -0.0068 -0.0125 0.0245
Si -0.0199 -0.0194 0.0192
Si 0.0132 0.02 0.0299
Si 0.0111 0.0148 0.0201
Si -0.0085 -0.015 0.0155
Si -0.0276 -0.0296 0.0203
Si 0.0157 0.0284 0.032
Si 0.0087 0.0196 0.0239
O 0.0002 -0.0111 -0.0311
O -0.0142 0.0078 -0.0289
O -0.0046 0.0019 -0.0293
O 0.0047 0.0046 -0.0208
O 0.0005 0.0037 0.0244
O 0.0075 0.0005 0.0301
O 0.0016 -0.0049 0.0211
O 0.0017 0.0029 0.0289
O -0.0172 -0.0144 0.0094
O 0.0244 0.0199 -0.0027
O -0.0221 -0.0116 -0.0118
O 0.0278 0.0175 -0.0111
O -0.0196 -0.0245 0.0064
O 0.0197 0.0182 0.0058
O 0.0153 0.0177 -0.0041
O -0.012 -0.014 -0.0039
O -0.029 -0.0277 -0.0228
O -0.0148 -0.0048 0.0122
O 0.0118 0.0165 -0.0036
O 0.0074 0.0034 0.0046
O 0.0325 0.0278 -0.0168
O -0.011 -0.0173 0.0075
O 0.0149 0.0175 0.0067
O -0.0051 -0.0103 0.011
Si -0.0002 -0.0018 -0.0023
Si -0.0068 0.0009 0.0141
Si -0.0047 -0.0025 0.0014
Si 0.0039 0.0021 -0.0076
Si 0.007 0.0071 0.0043
Si 0.0036 -0.0022 -0.0049
Si -0.0015 0.0053 -0.0016
Si 0.0015 0.0006 0.0007
Si 0.0016 -0.0013 0.0003
Si 0.0027 0.0019 0.0048
Si -0.0102 0.0144 0.0076
Si 0.0006 0.0035 -0.0008
Si -0.0065 0.0051 -0.0055
Si -0.0042 -0.003 -0.0001
Si -0.0026 0 0.0084
Si -0.0003 -0.0007 -0.0062
Si 0 0.0039 0.0016
Si 0.0008 -0.0044 -0.0033
Si -0.0039 0.0004 0.0009
Si 0.0091 -0.0035 0.003
Si -0.0005 -0.0018 -0.0024
Si -0.0046 -0.0044 0.0068
Si -0.0021 -0.0037 -0.0019
Si 0.0031 -0.0024 0.0053
Si 0.0004 0.0025 -0.0006
Si -0.0011 0.0027 0.0027
Si -0.0088 -0.0006 0.0064
Si 0.0062 -0.0047 0.0052
Si 0.0018 -0.0006 0.002
Si 0.0063 -0.0034 -0.0076
Si 0.0001 0 -0.0024
Si 0.0066 0.0093 -0.0025
Si -0.0006 -0.0019 -0.0038
Si 0.0031 0.0013 -0.0093
Si 0.0039 -0.0011 -0.0042
Si -0.0076 0.0008 0.0063
Si 0.0013 -0.0097 0.0067
Si 0.0006 -0.0006 0.0016
O -0.0092 -0.0027 -0.0216
O -0.0123 0.0064 0.0076
O 0.0083 -0.0001 -0.0005
O 0.0012 -0.0055 0.0024
O -0.0186 -0.0059 0.0077
O -0.0273 0.0187 0.0094
O -0.0042 -0.0049 -0.0056
O 0.0024 0.0077 0.0277
O -0.0021 -0.0054 0.0062
O -0.0006 0.0012 0.0109
O -0.0031 0.0199 0.0008
O -0.0124 0.026 -0.0237
O -0.0185 -0.0158 0.0095
O -0.0129 -0.0282 0.0222
O 0.0091 0.0006 -0.0143
O 0.0048 -0.0164 -0.0174
O 0.0331 0.0077 -0.007
O 0.0237 -0.0215 -0.006
O 0.0096 0.0069 0.0183
O -0.0124 -0.0212 0.0011
O -0.0307 -0.0191 -0.0128
O 0.0051 -0.0051 -0.0088
O -0.012 -0.0009 -0.0054
O -0.001 -0.0061 0.026
O -0.005 0.0036 -0.0029
O -0.0009 0.002 -0.0198
O 0.0061 0.0123 0.0045
O -0.0182 -0.0078 0.0174
O 0.0048 0.0027 -0.0162
O 0.0159 0.0196 -0.0075
O 0.023 -0.0041 -0.0111
O 0.0306 0.0277 0.0116
O -0.0217 0.0007 -0.0015
O 0.029 -0.0039 -0.0009
O -0.0049 -0.0181 -0.0026
O 0.0083 -0.0235 0.008
O 0.0074 0.0249 -0.0061
O 0.0246 -0.0027 0.0018
O -0.004 0.0038 0.0163
O 0.0216 0.0071 -0.0111
O -0.0127 -0.0032 0.0079
O -0.0019 0.0006 0.0186
O 0.0152 0.0225 -0.0104
O -0.0202 -0.0163 0.0173
O -0.0193 0.0034 -0.0049
O -0.0042 -0.029 -0.0092
O -0.0112 0.0049 -0.0138
O 0.0005 0.0059 -0.0148
O -0.005 0.0255 -0.0022
O -0.0044 -0.0131 -0.009
O -0.0011 -0.005 -0.0135
O 0.0126 0.018 0.0031
O -0.0105 -0.0017 0.0109
O 0.0004 0.0099 0.0204
O 0 -0.0066 -0.0131
O 0.0126 -0.0164 0.0057
O 0.0014 0.0008 -0.0042
O 0.0117 -0.0057 0.0032
O -0.0118 -0.0163 -0.0065
O -0.0106 0.0079 -0.0052
O 0.0021 -0.0223 -0.0111
O -0.013 -0.011 -0.0121
O 0.0039 0.0187 -0.0042
O -0.0009 -0.0112 0.008
O 0.0083 0.0018 -0.0013
O -0.0052 0.02 -0.0026
O 0.0089 -0.0005 0.0109
O 0.0058 0.0147 0.0037

The program warned: the cutoff lies below the one the program advises for these potential files; the exchange-correlation potential is rough where the density is thin.
